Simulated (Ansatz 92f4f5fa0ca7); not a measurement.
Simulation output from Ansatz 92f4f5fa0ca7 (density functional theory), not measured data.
Periodic cell of 192 atoms, Si128O64, from a study of silicon, its oxide and their interface. The atomic structure is a simulated model.

Settings: functional r2SCAN; potential files Ansatz PAW; basis plane waves; wave-function cutoff 800 eV; density cutoff ratio 5; exchange-correlation grid ratio 1; k mesh 1 x 1 x 1, shifted by 0.5 0.5 0 of a step; self-consistency stop 1e-10 eV per atom in the density residual; occupations fixed; spin none; net charge 0.

Cell vectors (angstrom)
a, 10.887, 0, 0
b, 0, 10.887, 0
c, 0, 0, 27.9918

Atoms: element, x, y, z (angstrom)
Si, -0.5677, 0.1629, -0.0121
Si, 3.0595, 2.3218, -0.0532
Si, -0.1908, 5.7573, 0.1643
Si, 3.053, 8.0112, 0.1399
Si, 5.2336, -0.056, 0.2743
Si, 8.3602, 2.6212, 0.2617
Si, 5.0621, 5.5688, -0.2361
Si, 8.4132, 7.9325, 0.2243
Si, 1.2959, 1.2272, 1.1146
Si, 4.039, 4.0348, 1.2407
Si, 1.3952, 6.8988, 1.3953
Si, 4.1147, 9.3975, 1.6773
Si, 6.8222, 1.2868, 1.4019
Si, 9.5933, 4.1334, 1.4929
Si, 6.7382, 6.655, 1.2117
Si, 9.4816, 9.5122, 1.559
Si, 0.08, 2.6474, 2.6692
Si, 2.6227, -0.023, 2.7174
Si, 0.0502, 8.2057, 2.8189
Si, 2.7269, 5.41, 2.6754
Si, 5.4179, 2.7112, 2.6707
Si, 8.1238, -0.0197, 2.8564
Si, 5.5445, 8.0058, 2.8098
Si, 8.1078, 5.4328, 2.7365
Si, 1.3853, 4.0436, 4.0525
Si, 4.0281, 1.3677, 4.0296
Si, 1.362, 9.5447, 4.1788
Si, 4.0962, 6.7124, 4.1077
Si, 6.7769, 4.0431, 4.0836
Si, 9.5591, 1.3573, 4.0951
Si, 6.8017, 9.4659, 4.1673
Si, 9.499, 6.8159, 4.0729
Si, -0.0089, 0.0051, 5.5045
Si, 2.7307, 2.7247, 5.4528
Si, -0.015, 5.4169, 5.3894
Si, 2.7433, 8.1354, 5.4475
Si, 5.3887, -0.0101, 5.4113
Si, 8.1632, 2.7082, 5.434
Si, 5.4453, 5.3885, 5.4882
Si, 8.1983, 8.1592, 5.5047
Si, 1.3624, 1.3778, 6.8198
Si, 4.0763, 4.0575, 6.8481
Si, 1.3413, 6.785, 6.776
Si, 4.0665, 9.5289, 6.8014
Si, 6.7792, 1.3409, 6.7782
Si, 9.5137, 4.0885, 6.7773
Si, 6.8096, 6.7915, 6.8158
Si, 9.5321, 9.5295, 6.8643
Si, -0.0283, 2.7328, 8.1417
Si, 2.7251, 0.0131, 8.1689
Si, 0.0166, 8.1517, 8.1841
Si, 2.7003, 5.4513, 8.1614
Si, 5.446, 2.699, 8.1853
Si, 8.1369, 0.0072, 8.1716
Si, 5.4459, 8.1864, 8.1379
Si, 8.1818, 5.4442, 8.1643
Si, 1.3254, 4.0791, 9.4956
Si, 4.0886, 1.3454, 9.5614
Si, 1.3659, 9.5511, 9.5192
Si, 4.0738, 6.8507, 9.4835
Si, 6.808, 4.0985, 9.5101
Si, 9.4822, 1.4023, 9.5111
Si, 6.7866, 9.5284, 9.5248
Si, 9.5279, 6.8007, 9.546
Si, -0.036, 0.0321, 10.8326
Si, 2.6866, 2.7397, 10.8564
Si, -0.0019, 5.4185, 10.8942
Si, 2.7626, 8.2288, 10.8732
Si, 5.475, -0.0034, 10.9324
Si, 8.1352, 2.7583, 10.9101
Si, 5.4487, 5.502, 10.8212
Si, 8.1296, 8.1614, 10.8808
Si, 1.3067, 1.3826, 12.2107
Si, 4.0687, 4.1605, 12.1243
Si, 1.4143, 6.8129, 12.1489
Si, 4.1345, 9.536, 12.3164
Si, 6.7922, 1.4058, 12.3019
Si, 9.4804, 4.1096, 12.2948
Si, 6.7665, 6.8193, 12.2776
Si, 9.4754, 9.5723, 12.1734
Si, -0.0377, 2.7322, 13.6178
Si, 2.7139, 0.0644, 13.5457
Si, -0.0317, 8.1402, 13.3819
Si, 2.8373, 5.5508, 13.5389
Si, 5.3257, 2.8268, 13.5351
Si, 8.2102, 0.0446, 13.6426
Si, 5.4883, 8.1657, 13.7477
Si, 8.0836, 5.4575, 13.6749
Si, 1.3502, 4.2433, 14.7351
Si, 3.8613, 1.6001, 14.9188
Si, 1.3953, 9.4108, 14.6815
Si, 4.1753, 6.761, 15.1644
Si, 6.6826, 4.0557, 15.0112
Si, 9.6212, 1.34, 15.1023
Si, 6.8151, 9.6296, 15.0601
Si, 9.4837, 6.9378, 14.8579
Si, 0.1563, -0.2906, 16.2017
Si, 2.6263, 3.2132, 16.3699
Si, 0.1891, 5.7525, 16.0464
Si, 2.4195, 7.9171, 16.1927
Si, 5.3927, 0.3471, 16.1015
Si, 7.7664, 2.3671, 16.2094
Si, 5.1943, 5.0815, 16.6145
Si, 8.6133, 8.6039, 16.2653
Si, 19.4158, -7.7832, 19.1067
Si, -21.4497, 14.769, 22.7022
Si, -15.2686, 5.5259, 19.5943
Si, -8.0601, 21.1784, 17.8411
Si, -25.541, 22.0924, 19.867
Si, -4.8712, -22.5589, 22.2644
Si, -2.5779, 3.8354, 25.4981
Si, 5.3777, 7.8059, 23.6993
Si, -10.467, 21.415, 22.7696
Si, -6.5048, 5.6534, 22.0168
Si, -11.1993, 8.2525, 21.0601
Si, -8.2667, -9.0909, 22.4595
Si, -16.0235, -27.5585, 24.667
Si, 4.2038, 33.0168, 20.3557
Si, 12.3003, 5.7872, 20.7879
Si, 10.3671, 8.1447, 23.9597
Si, -17.7876, -1.2538, 25.9052
Si, 6.6499, 0.9388, 24.4942
Si, 10.7973, -5.4749, 25.2826
Si, 3.8986, 1.6793, 25.2269
Si, 19.5607, 9.7456, 25.8677
Si, 22.2445, 14.8961, 18.4356
Si, -2.8645, 8.2369, 19.1596
Si, 9.214, -8.9401, 23.5437
O, -10.8116, -11.9564, -6.6581
O, 0.2715, 5.1668, -6.2456
O, -3.2658, 12.5738, -4.5801
O, 3.467, -8.6996, -4.2324
O, -2.6372, -29.5012, -10.4678
O, 7.2265, -0.1343, -6.5726
O, -16.2235, 12.6777, -2.6316
O, 4.7547, -6.1025, -4.6124
O, -15.1736, 23.0747, -11.2698
O, 20.3392, -2.6847, -8.0913
O, -7.2699, 1.6159, -6.8046
O, -3.8501, -6.7517, -3.4477
O, 0.9861, 7.3538, -7.3769
O, -6.9758, 4.0889, -11.0813
O, 9.4361, 1.5148, -0.257
O, 7.7652, -7.431, -1.024
O, -1.8369, 19.6762, 24.6249
O, 22.3696, -12.4542, 23.8314
O, -1.617, -8.2867, 25.032
O, -25.0096, 0.0419, 25.4088
O, -19.0277, 8.6899, 17.6021
O, -27.3757, -0.8929, 26.8372
O, 1.8125, 0.4159, 22.6509
O, -23.086, -4.009, 27.7011
O, 10.1603, -7.6346, 19.2627
O, -16.1215, -10.7784, 23.5431
O, -14.688, 7.0499, 19.7744
O, 3.0924, -8.2804, 26.3066
O, -6.8642, 6.814, 27.5767
O, -1.0889, -7.7975, 22.547
O, 5.8261, 16.3147, 18.0915
O, 10.5561, 15.8005, 17.3428
O, 0.5203, 5.2016, 26.7674
O, 12.226, -16.7908, 19.3824
O, 24.6536, 16.3944, 21.4232
O, 1.5617, 24.8153, 17.6458
O, 13.9131, 10.7131, 19.3794
O, 7.6609, 15.2387, 19.7291
O, 2.8041, 19.8114, 26.7793
O, -0.814, 10.3076, 26.5126
O, -4.6995, 17.5417, 24.477
O, 25.1744, 0.1405, 25.3458
O, 17.341, 30.4587, 22.8666
O, 5.2227, 4.9858, 26.2102
O, -0.7758, -10.265, 23.2972
O, -6.2119, -0.8463, 21.3462
O, 11.0163, 6.9292, 24.7826
O, 11.4593, -6.5153, 24.2291
O, -2.9926, 8.8113, 26.9345
O, 8.1583, 18.6926, 17.6024
O, -17.5184, 10.7031, 17.1602
O, -5.3113, 0.7779, 19.5657
O, -31.3675, 6.8178, 16.6143
O, -16.3515, 5.3216, 20.7939
O, -17.3316, 7.1781, 22.5375
O, -9.3474, 13.8441, 22.1841
O, -1.0618, 9.6229, 16.7677
O, 4.4659, 19.5454, 24.7115
O, 12.2823, -10.8467, 17.2894
O, 4.168, 12.0218, 27.9821
O, 20.0885, 16.0572, 25.407
O, 18.3506, 20.6771, 19.0971
O, 20.8573, -14.0953, 22.4528
O, -24.5782, 1.6079, 19.6174

Results
free energy: -118371.341 eV
free energy less fixed offsets of O -570.45, Si -639.56 eV per atom: 1.139 eV

Forces (eV/angstrom), in the order of the atoms: element, x, y, z
Si, -0.0282, -0.0158, -0.1121
Si, 0.0208, -0.0017, -0.1296
Si, 0.0138, -0.0138, -0.1202
Si, 0.005, 0.0208, -0.104
Si, -0.0141, -0.0106, -0.1054
Si, -0.0149, 0.0242, -0.112
Si, 0.0017, -0.0249, -0.1498
Si, -0.0033, 0.0205, -0.0993
Si, -0.0013, 0.0003, 0.0037
Si, 0.0013, 0.0024, 0.0054
Si, 0.0012, 0.0001, 0.0052
Si, -0.0012, 0.0011, 0.0052
Si, -0.0018, -0.0035, 0.0025
Si, 0, 0.0017, 0.0081
Si, -0.0023, -0.0013, 0.0072
Si, 0.0016, -0.0001, 0.0036
Si, 0.0007, 0.0007, -0.0019
Si, -0.001, -0.0003, -0.0011
Si, 0.0007, 0.0015, -0.0012
Si, -0.0019, -0.0015, -0.0027
Si, -0.0011, 0.0024, -0.0025
Si, 0.0001, -0.0004, -0.0026
Si, 0.0035, 0.0005, -0.0018
Si, -0.001, -0.0002, -0.0018
Si, -0.0005, 0.0004, -0.0004
Si, 0.0003, -0.001, 0.0002
Si, 0.0008, 0.0005, 0.0001
Si, -0.0013, 0.0008, 0.0012
Si, -0.0003, 0.0006, 0.0001
Si, 0.0003, 0.0002, 0.0011
Si, -0.0023, -0.0006, -0.0011
Si, -0.0001, -0.0019, -0.0005
Si, -0.0007, -0.0001, 0.0009
Si, -0.0011, 0.0006, -0.0001
Si, 0.0004, 0.0009, -0.0001
Si, -0.0002, -0.0002, -0.0008
Si, 0.0003, 0.0007, 0.0006
Si, -0.0009, 0.0007, -0.0002
Si, 0.0002, -0.0004, 0.0004
Si, 0, -0.0003, 0.0009
Si, -0.0006, -0.0001, 0.0006
Si, -0.0005, 0.0006, -0.0004
Si, -0.0005, 0.0002, 0.0006
Si, -0.0008, 0.0004, 0.0009
Si, 0.0001, 0.0007, -0.0001
Si, -0.0008, -0.0002, 0.0006
Si, -0.0011, -0.0002, 0.0011
Si, -0.0003, 0.0004, -0.0002
Si, 0.0002, 0.0004, 0.0007
Si, -0.0007, 0.0007, 0.0004
Si, -0.0002, 0.0004, 0.0008
Si, -0.0003, -0.0002, 0.0008
Si, -0.0003, 0.0003, 0.0011
Si, -0.0007, 0.0007, 0.0004
Si, -0.0001, 0.0002, 0.0009
Si, -0.0005, 0.0005, 0.0007
Si, 0.0002, 0.0006, 0.0006
Si, -0.0004, 0.0001, 0.0006
Si, -0.0006, 0.0002, 0.0009
Si, -0.0008, -0.0002, 0.0006
Si, -0.0011, 0.0002, 0.0008
Si, -0.0002, 0.0005, 0.0011
Si, -0.0005, 0.0003, 0.0007
Si, -0.0009, 0.0001, 0.0008
Si, 0.0005, 0.0003, 0.0008
Si, -0.0003, 0.0007, 0.0015
Si, 0.0004, 0.0006, 0.001
Si, -0.0003, 0, 0.0011
Si, 0.0001, 0.0015, 0.0006
Si, 0.0003, -0.0011, 0.0011
Si, -0.0007, -0.0005, 0.0008
Si, -0.0006, 0.001, 0.0005
Si, -0.0006, -0.0011, 0
Si, 0.0019, 0.0016, -0.0001
Si, -0.0008, 0.0017, -0.0004
Si, -0.0009, 0.0013, 0.0005
Si, 0.0002, 0.0002, -0.0008
Si, -0.0008, -0.0007, -0.0002
Si, -0.0003, 0.0002, -0.0002
Si, 0.0004, -0.0002, -0.0009
Si, -0.0003, -0.0002, -0.002
Si, -0.0011, 0.0017, -0.0008
Si, 0.001, 0.0008, 0.0012
Si, -0.0001, -0.0006, 0.0001
Si, -0.0036, 0.0026, -0.0001
Si, 0.0004, -0.0003, 0.0026
Si, 0.0015, 0, -0.0008
Si, -0.0004, 0.003, -0.0023
Si, 0.0003, 0.0016, 0.0044
Si, 0.0038, 0.0019, -0.0027
Si, 0, -0.0014, 0.0054
Si, 0.0023, 0.0023, 0.0059
Si, 0.0015, -0.0011, 0.0036
Si, -0.0007, 0.0024, 0.0024
Si, -0.0029, -0.0029, 0.0054
Si, -0.0022, -0.0005, 0.0046
Si, -0.0193, 0.0017, -0.0771
Si, 0.028, -0.0065, -0.1034
Si, 0.0133, 0.0237, -0.0944
Si, -0.0026, -0.0128, -0.0865
Si, 0.0151, 0.0049, -0.0843
Si, -0.0127, -0.0231, -0.11
Si, -0.0348, -0.01, -0.1464
Si, 0.0156, 0.0248, -0.1213
Si, 0.0116, 0.0242, -0.221
Si, 0.0179, 0.0236, -0.24
Si, 0.035, -0.0076, -0.2743
Si, -0.0173, -0.0292, -0.2333
Si, 0.0274, 0.0292, -0.2396
Si, 0.0068, 0.0179, -0.2754
Si, 0.0292, -0.008, -0.2101
Si, 0.0161, -0.0074, -0.2435
Si, 0.0188, -0.0139, -0.2058
Si, -0.0069, -0.017, -0.2911
Si, -0.0197, -0.0229, -0.2658
Si, -0.0005, -0.02, -0.2492
Si, -0.0191, 0.0269, -0.2724
Si, -0.0237, -0.0259, -0.2699
Si, -0.0015, -0.0153, -0.252
Si, 0.0324, 0.004, -0.2476
Si, 0.0145, -0.0006, -0.2435
Si, -0.0171, -0.0075, -0.222
Si, 0.0153, -0.0021, -0.2517
Si, 0.0257, -0.0029, -0.2569
Si, -0.0261, 0.0095, -0.2409
Si, -0.0068, -0.0391, -0.2518
Si, -0.0365, -0.023, -0.2398
Si, 0.0442, -0.0152, -0.2074
O, 0.0142, 0.0414, 0.1239
O, -0.0293, -0.0508, 0.1348
O, -0.0176, -0.0036, 0.0943
O, 0.0483, -0.0016, 0.1789
O, 0.0235, 0.0231, 0.1667
O, -0.0295, -0.0355, 0.1673
O, -0.0252, 0.0146, 0.0856
O, 0.0516, -0.0216, 0.1729
O, 0.0099, 0.0079, 0.0638
O, 0.0835, 0.0055, 0.136
O, -0.0472, 0.0435, 0.1441
O, 0.0193, -0.0078, 0.0855
O, -0.0155, 0.0164, 0.0868
O, 0.0064, 0.0077, 0.0541
O, 0.0079, -0.0014, 0.0583
O, -0.0011, -0.0343, 0.163
O, -0.0462, 0.041, 0.1303
O, -0.0102, -0.0297, 0.1003
O, -0.028, 0.0433, 0.122
O, 0.0448, -0.0473, 0.1044
O, 0.0075, 0.0358, 0.1002
O, 0.0299, 0.0234, 0.1348
O, -0.0126, -0.0024, 0.0745
O, -0.0073, 0.0031, 0.064
O, -0.0123, -0.0066, 0.0876
O, 0.0118, 0.0501, 0.1537
O, -0.0067, -0.003, 0.0861
O, -0.0368, 0.0245, 0.1645
O, -0.0059, 0.0026, 0.0597
O, -0.022, -0.0225, 0.1006
O, 0.0559, 0.021, 0.206
O, 0.0044, -0.0425, 0.1328
O, -0.001, 0.0102, 0.1706
O, 0.0337, 0.0729, 0.1748
O, 0.0502, -0.0005, 0.0993
O, -0.0623, 0.0242, 0.1279
O, 0.0544, 0.0429, 0.1824
O, -0.0167, 0.0192, 0.0822
O, -0.0235, -0.0425, 0.1255
O, 0.0471, 0.0328, 0.1358
O, 0.0127, -0.0373, 0.0952
O, 0.0008, -0.0288, 0.0896
O, -0.018, -0.0385, 0.1118
O, -0.0242, 0.0175, 0.209
O, -0.0344, 0.0249, 0.078
O, 0.0446, -0.0328, 0.133
O, 0.0037, -0.0484, 0.1036
O, -0.0169, 0.0472, 0.1596
O, -0.0047, -0.0494, 0.1322
O, -0.0173, -0.0093, 0.1751
O, -0.0492, -0.0217, 0.1084
O, -0.0163, -0.0141, 0.1005
O, -0.0043, -0.0034, 0.0529
O, -0.0918, 0.0096, 0.1867
O, 0.0253, 0.0398, 0.1204
O, -0.0083, -0.0025, 0.0807
O, -0.0122, -0.0161, 0.0551
O, -0.0506, 0.0582, 0.1486
O, 0.0545, 0.0013, 0.0909
O, 0.0063, -0.006, 0.0742
O, -0.012, -0.0014, 0.0749
O, -0.0104, 0.035, 0.1016
O, -0.008, -0.001, 0.1821
O, -0.022, -0.0504, 0.0859

The program warned: the cutoff lies below the one the program advises for these potential files; the forces do not sum to zero within the program's tolerance; empty levels may hold ghost states of the PAW files; the exchange-correlation potential is rough where the density is thin.
